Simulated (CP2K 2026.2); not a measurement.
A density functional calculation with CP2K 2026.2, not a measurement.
Periodic cell of 432 atoms, Si324O108, from a study of silicon, its oxide and their interface. The atomic structure is a simulated model.
Doubt: the forces sum to 1.70 eV/angstrom along one axis rather than to zero, so they err by at least 0.0039 eV/angstrom per atom on average; the grid cutoff is modest.

Settings: functional PBE; method Gaussian and plane waves; basis set DZVP-MOLOPT-SR-GTH; pseudopotentials GTH-PBE; grid cutoff 350 Ry, relative cutoff 50 Ry; k points Gamma only; occupations fixed; spin none; net charge 0.

Cell vectors (angstrom)
a 16.32 0 0
b 0 16.32 0
c -5.498 -7.5292 29.4091

Atoms and the computed forces on them: element, x, y, z (angstrom), force x, y, z (eV/angstrom)
Si 1.63 14.695 0.112 -0.121 0.11 0.788
Si 4.335 1.22 0.067 -0.229 0.034 0.719
Si 1.108 4.428 0.162 0.03 -0.089 0.762
Si 4.375 6.419 0.086 0.049 0.185 0.763
Si 1.063 9.655 0.034 0.223 -0.072 0.687
Si 3.808 12.471 0.014 0.112 -0.176 0.697
Si 6.36 15.172 0.254 0.2 0.12 0.736
Si 9.777 1.065 0.069 -0.262 0.083 0.762
Si 6.548 4.158 0.048 0.22 0.004 0.728
Si 3.942 -0.56 29.303 0.151 -0.173 0.778
Si 1.773 1.742 29.292 -0.248 0.087 0.794
Si 9.754 12.268 0.158 -0.266 0.03 0.683
Si 11.98 15.208 0.23 0.162 0.016 0.745
Si 14.739 1.629 0.014 0.132 -0.196 0.758
Si 12.379 3.653 0.065 0.041 0.248 0.716
Si 15.191 6.608 0.06 -0.208 0.05 0.644
Si 6.51 2.54 29.407 0.058 -0.353 0.715
Si 15.241 11.948 0.063 -0.074 0.194 0.801
Si 2.727 0.034 1.351 0.01 -0.019 -0.046
Si 5.426 2.716 1.494 0.007 0.004 -0.029
Si 2.749 5.451 1.478 0.002 0.018 -0.025
Si 5.569 8.141 1.176 0.039 0.043 -0.056
Si 2.69 10.839 1.289 -0.014 0.01 -0.052
Si 5.259 13.594 1.513 -0.027 -0.047 -0.028
Si 8.117 -0.02 1.361 0.002 -0.016 -0.047
Si 10.901 2.57 1.48 -0.005 -0.008 -0.039
Si 8.221 5.392 1.209 -0.002 0.034 -0.065
Si 10.954 8.245 1.185 -0.011 0.057 -0.034
Si 8.194 10.923 1.312 -0.023 0.022 -0.051
Si 10.885 13.681 1.59 0.027 0.014 -0.034
Si 13.631 0.051 1.397 0.011 0.022 -0.052
Si -0.057 2.794 1.376 -0.008 -0.024 -0.054
Si 13.554 5.383 1.246 -0.022 -0.041 -0.066
Si -0.037 8.15 1.437 -0.023 0.011 -0.029
Si 13.614 10.957 1.438 0.045 -0.01 -0.032
Si 0.054 13.532 1.388 0.009 -0.003 -0.04
Si 1.327 1.385 2.683 0.004 0.012 -0.022
Si 4.033 4.041 2.824 0.015 -0.011 0.019
Si 1.396 6.855 2.782 -0.01 -0.004 0.013
Si 4.142 9.483 2.577 -0.007 -0.04 -0.021
Si 1.381 12.175 2.764 0.012 -0.005 0.013
Si 3.982 15.001 2.846 -0.026 0.02 0.036
Si 6.842 1.372 2.778 -0.016 -0.009 0.014
Si 9.53 4.064 2.666 -0.025 -0.006 -0.011
Si 6.875 6.78 2.627 -0.007 -0.028 0.012
Si 9.579 9.547 2.659 0.011 -0.002 0.025
Si 6.764 12.219 2.695 0.029 0.021 -0.027
Si 9.425 14.982 2.83 -0.022 0.033 0.025
Si 12.273 1.304 2.861 0.01 -0.025 0.017
Si 14.897 4.114 2.745 -0.009 0.009 0.021
Si 12.246 6.823 2.593 -0.026 0.013 -0.028
Si 14.901 9.498 2.769 0.001 0.01 0.025
Si 12.304 12.309 2.834 0.002 -0.002 0.035
Si 14.99 14.946 2.694 0.001 -0.015 -0.014
Si 0.002 0.003 4.064 -0.001 0.005 -0.016
Si 2.669 2.686 4.131 0.012 -0.014 0.005
Si -0.007 5.46 4.082 -0.019 -0.026 -0.028
Si 2.79 8.204 4.065 -0.006 0.023 0.002
Si -0.012 10.848 4.106 -0.003 0.028 -0.02
Si 2.669 13.58 4.154 -0.023 0.022 -0.018
Si 5.444 0.011 4.123 0.01 -0.034 -0.031
Si 8.187 2.753 4.103 0.015 -0.048 -0.012
Si 5.474 5.455 4.046 0.005 0.038 -0.037
Si 8.204 8.16 4.018 -0.015 0.015 -0.045
Si 5.43 10.84 4.032 -0.03 0.01 0.003
Si 8.095 13.566 4.117 0.012 0.001 -0.002
Si 10.852 -0.02 4.168 0.029 -0.007 -0.018
Si 13.597 2.742 4.148 0.006 0.003 -0.014
Si 10.885 5.466 3.997 0.019 0.007 -0.018
Si 13.558 8.12 4.079 0.009 0.006 0.001
Si 10.904 10.887 4.085 -0.011 -0.044 -0.011
Si 13.656 13.652 4.15 0 0.007 0.01
Si 1.346 -1.354 16.348 -0.013 -0.001 0
Si 4 1.314 16.296 0 0 0.006
Si 1.364 4.054 16.357 0.01 -0.007 0.059
Si 4.115 6.803 16.297 -0.001 -0.018 0.004
Si 1.373 9.508 16.315 0.012 0.013 0.027
Si 4.07 -4.096 16.275 -0.015 0.006 0.013
Si 6.828 -1.341 16.25 -0.021 -0.004 0.008
Si 9.537 1.372 16.267 -0.006 -0.024 0.013
Si 6.757 4.047 16.286 0.025 0.01 0.015
Si 9.497 6.796 16.324 0.013 -0.012 0.038
Si 6.806 9.505 16.362 -0.007 0.006 0.019
Si 9.536 -4.085 16.345 0.007 0.018 0.041
Si 12.195 -1.387 16.301 0.01 -0.005 0.013
Si -1.34 1.385 16.276 -0.014 0.01 0.006
Si 12.254 4.105 16.328 0.014 -0.003 0.002
Si -1.364 6.782 16.322 0.005 0.007 0.007
Si 12.247 9.565 16.345 -0.007 -0.003 0.04
Si -1.334 -4.023 16.281 -0.01 0.012 -0.018
Si 2.672 -0.008 17.751 0.016 0.023 0.019
Si 5.364 2.664 17.604 0.005 0.015 -0.027
Si 2.785 5.438 17.654 -0.005 -0.017 -0.02
Si 5.434 8.136 17.722 0.002 -0.003 0.003
Si 2.734 10.875 17.673 0.015 0.012 -0.047
Si 5.45 -2.701 17.555 0.001 -0.001 -0.045
Si 8.2 0.003 17.613 0.026 -0.013 -0.035
Si 10.863 2.746 17.641 -0.005 0.011 -0.006
Si 8.103 5.404 17.652 0.01 0.01 -0.061
Si 10.871 8.172 17.673 -0.032 0.007 -0.044
Si 8.188 10.866 17.712 0.013 -0.007 -0.012
Si 10.864 -2.722 17.751 0.024 0.018 -0.025
Si -2.738 0.017 17.551 0.007 0.001 -0.017
Si 0.001 2.671 17.732 -0.008 -0.026 -0.022
Si -2.695 5.434 17.722 -0.003 -0.006 -0.009
Si 0.015 8.126 17.658 0.013 0.005 -0.017
Si -2.687 11 17.649 -0.038 -0.017 -0.026
Si -0.022 -2.693 17.716 -0.003 -0.018 0.007
Si 1.269 1.257 19.203 -0.031 0.01 0.056
Si 4.04 3.982 19.023 -0.061 -0.006 0.063
Si 1.448 6.802 19.011 -0.003 0.002 0.035
Si 4.095 9.516 19.077 -0.013 0.01 0.062
Si 1.374 -4.058 19.038 0.003 0.024 0.046
Si 4.134 -1.378 18.976 0.007 0.001 0.051
Si 6.777 1.33 18.894 -0.007 -0.002 0.025
Si 9.478 4.056 19.014 -0.021 0.003 0.055
Si 6.731 6.709 19.074 -0.008 -0.035 0.074
Si 9.516 9.497 19.108 0.042 -0.036 0.092
Si 6.792 -4.026 18.935 0.022 -0.008 0.054
Si 9.489 -1.315 19.081 0.01 -0.001 0.058
Si 12.262 1.382 18.911 0.023 0.014 0.046
Si -1.311 4.093 19.095 0.014 0.046 0.034
Si 12.244 6.813 19.035 0.035 -0.017 0.034
Si -1.321 9.599 18.917 0.024 -0.006 0.006
Si 12.297 -4.031 19.132 0.01 0.052 0.043
Si -1.46 -1.311 18.985 -0.019 0.01 0.06
Si -0.454 0.161 20.503 0.389 -0.211 -0.732
Si 2.456 2.877 20.4 0.138 -0.179 -0.833
Si 0.377 5.215 20.337 -0.238 0.056 -0.732
Si 2.482 8.41 20.394 0.219 -0.134 -0.711
Si 0.247 10.659 20.309 -0.153 0.16 -0.687
Si 3.035 -2.968 20.278 -0.189 0.159 -0.761
Si 5.713 -0.219 20.274 -0.138 0.047 -0.772
Si 7.853 2.872 20.252 0.248 -0.049 -0.735
Si 5.599 5.058 20.386 -0.099 0.233 -0.711
Si 8.351 7.825 20.335 -0.12 0.227 -0.782
Si 5.271 -5.164 20.276 0.118 -0.222 -0.729
Si 7.864 -2.488 20.329 0.209 -0.006 -0.694
Si 11.072 -0.058 20.293 -0.25 0.081 -0.728
Si -2.544 2.503 20.298 -0.121 0.244 -0.741
Si 10.613 5.659 20.285 0.184 -0.138 -0.772
Si -2.857 8.451 20.205 0.027 -0.219 -0.685
Si 11.213 10.612 20.335 -0.221 0.111 -0.768
Si -3.02 -2.293 20.44 0.145 -0.351 -0.705
Si 2.456 -5.265 27.264 0.001 -0.02 0.152
Si -3.727 4.5 22.243 0.028 -0.093 -0.04
Si -3.809 3.465 25.049 0.028 -0.027 0.152
Si 8.292 6.297 27.466 0.15 0.048 0.152
Si 5.722 -5.9 23.222 0.045 -0.04 -0.116
Si -1.086 8.339 24.556 -0.033 0.137 0.112
Si 8.693 -3.196 23.229 -0.097 -0.032 -0.03
Si 7.903 5.915 24.552 -0.063 0.047 0.006
Si -3.903 9.723 25.304 0.064 -0.093 -0.029
Si -3.529 0.418 24.503 0.104 -0.08 0.076
Si -1.242 3.313 26.807 -0.054 0.061 0.006
Si 1.84 -3.767 24.902 -0.04 -0.154 -0.088
Si 10.401 -5.614 23.207 -0.04 0.08 0.08
Si 8.139 8.684 23.21 -0.077 0.052 -0.105
Si 3.491 8.184 23.336 -0.002 -0.071 -0.025
Si 5.724 -2.21 27.295 -0.127 0.039 0.038
Si -0.982 -3.277 25.139 -0.073 -0.072 -0.032
Si -2.591 0.643 27.401 -0.109 0.1 0.095
Si 7.122 2.238 26.385 -0.021 0.059 0.008
Si 2.441 6.111 27.478 0.138 -0.013 0.105
Si 3.936 1.091 22.536 -0.064 -0.009 -0.233
Si 1.62 3.282 26.488 0.062 -0.097 -0.003
Si 9.816 -0.725 24.289 -0.054 0.073 0.008
Si 8.232 -0.493 26.858 0.034 0.2 0.088
Si 10.568 8.484 27.347 -0.015 0.037 0.142
Si 9.628 3.518 24.789 -0.035 -0.118 0.036
Si -0.133 -5.35 23.281 0.035 0.103 0.001
Si 5.743 -2.996 24.264 0.073 0.039 -0.066
Si -2.677 -4.535 27.312 0.218 -0.121 0.148
Si -1.588 -1.3 22.839 0.045 -0.095 -0.162
Si -1.488 6.631 22.212 -0.019 0.024 -0.018
Si 9.439 1.473 22.529 -0.015 -0.027 -0.165
Si 1.628 8.426 25.78 0.052 -0.039 0.018
Si 4.352 2.901 24.95 -0.043 0.068 0.113
Si 3.255 -1.763 23.052 0.131 -0.057 -0.084
Si 5.029 5.532 23.406 0.006 0.05 -0.097
Si 1.325 -1.356 5.476 -0.017 -0.02 0.005
Si 4.072 1.359 5.473 -0.02 -0.018 -0.006
Si 1.332 4.086 5.456 -0.008 -0.008 -0.003
Si 4.115 6.81 5.42 -0.002 -0.015 -0.006
Si 1.389 9.52 5.442 0.005 -0.002 0.001
Si 4.088 12.213 5.434 0.015 -0.006 -0.015
Si 6.773 -1.373 5.479 0.008 0.016 0.001
Si 9.523 1.39 5.483 -0.01 0.002 0.002
Si 6.806 4.101 5.441 -0.004 0.005 -0.01
Si 9.536 6.801 5.402 0.003 0.002 -0.011
Si 6.813 9.498 5.392 0.005 0.004 -0.015
Si 9.513 12.226 5.44 0.009 0.006 -0.008
Si 12.241 -1.363 5.498 -0.016 0.007 0.012
Si 14.972 1.362 5.456 -0.008 -0.019 -0.01
Si 12.216 4.122 5.435 -0.004 0.013 -0.003
Si 14.952 6.803 5.444 0.003 0.002 0.003
Si 12.231 9.505 5.445 0.006 -0.001 0.006
Si 14.984 12.239 5.473 0.008 -0.002 0
Si 2.714 -0.01 6.82 0.018 -0.011 -0.004
Si 5.439 2.738 6.803 -0.002 -0.003 -0.008
Si 2.729 5.452 6.777 0.003 0.001 -0.006
Si 5.462 8.161 6.789 -0.002 -0.004 0.002
Si 2.728 10.879 6.813 -0.023 0.021 -0.002
Si 5.424 13.576 6.818 0.002 0 0.005
Si 8.152 0.004 6.811 0.01 -0.009 -0.011
Si 10.881 2.756 6.82 -0.011 0.002 0.001
Si 8.176 5.455 6.788 -0.012 0.004 0
Si 10.873 8.151 6.798 0.003 0.005 0.003
Si 8.152 10.86 6.784 0.004 -0.002 -0.004
Si 10.871 13.58 6.818 0.021 -0.012 0
Si 13.601 0.018 6.827 -0.009 0.001 0.001
Si -0.004 2.721 6.824 0.004 0.003 0
Si 13.592 5.452 6.805 0.007 -0.004 -0.006
Si 0.011 8.16 6.791 0.004 -0.008 0
Si 13.601 10.87 6.8 0.001 -0.001 -0.002
Si -0.006 13.601 6.845 -0.015 0.022 0.008
Si 1.362 1.361 8.172 -0.002 0 -0.003
Si 4.078 4.095 8.155 0.004 -0.003 0.003
Si 1.366 6.798 8.151 -0.01 0.001 -0.002
Si 4.091 9.511 8.156 0.004 0.009 -0.002
Si 1.37 12.237 8.179 0.021 0.011 0.001
Si 4.069 -1.376 8.173 -0.016 -0.008 -0.001
Si 6.792 1.366 8.163 0.002 -0.008 -0.001
Si 9.514 4.1 8.173 0.013 -0.005 0.005
Si 6.813 6.805 8.154 -0.003 0.002 0.006
Si 9.513 9.512 8.153 -0.009 -0.015 0
Si 6.803 12.223 8.157 -0.003 0.007 -0.004
Si 9.517 -1.359 8.165 0.003 0.01 -0.002
Si 12.238 1.385 8.173 0.015 0.017 -0.002
Si -1.372 4.086 8.165 -0.021 -0.009 0
Si 12.239 6.808 8.166 0.008 -0.005 0.005
Si -1.349 9.519 8.157 0.007 0.016 -0.005
Si 12.238 12.224 8.166 -0.019 -0.009 0.002
Si -1.371 -1.356 8.183 -0.005 -0.024 0.003
Si 0 0.002 9.528 -0.005 0.004 0.001
Si 2.721 2.729 9.517 0.004 -0.007 0
Si -0.002 5.446 9.515 0.01 -0.011 -0.003
Si 2.722 8.158 9.515 0 -0.003 0.001
Si 0.005 10.874 9.528 -0.011 0.003 -0.001
Si 2.719 13.594 9.541 0.002 0.003 0.013
Si 5.434 -0.004 9.516 -0.004 -0.004 -0.007
Si 8.155 2.725 9.521 -0.003 0.008 0
Si 5.444 5.448 9.512 0.001 0.002 -0.007
Si 8.164 8.158 9.522 0 0.006 0.001
Si 5.444 10.871 9.52 0 0.005 0.006
Si 8.157 13.593 9.516 0 -0.012 0
Si 10.877 0.008 9.519 -0.001 -0.009 -0.003
Si 13.595 2.737 9.534 0.004 -0.004 0.006
Si 10.883 5.451 9.53 -0.002 0.005 0.006
Si 13.605 8.165 9.52 -0.005 -0.005 -0.002
Si 10.875 10.867 9.518 0.014 0 -0.004
Si 13.591 13.594 9.526 -0.006 0.015 0
Si 1.353 -1.362 10.886 0.003 -0.002 0.002
Si 4.077 1.361 10.87 0.001 -0.004 -0.001
Si 1.355 4.083 10.874 -0.007 -0.001 0.004
Si 4.079 6.797 10.875 0.006 -0.002 0.001
Si 1.365 9.513 10.888 0.006 0.002 0
Si 4.086 12.228 10.885 0.005 0.001 -0.003
Si 6.791 -1.371 10.874 0.002 0.011 -0.002
Si 9.513 1.363 10.881 0.002 0.005 0.001
Si 6.798 4.088 10.877 -0.013 -0.007 0.005
Si 9.526 6.809 10.887 0.001 -0.003 0.002
Si 6.803 9.515 10.879 0 -0.006 -0.002
Si 9.519 12.234 10.874 0.004 0.001 -0.001
Si 12.237 -1.356 10.876 0.006 -0.011 0.003
Si -1.361 1.369 10.874 -0.008 0.004 -0.004
Si 12.237 4.093 10.896 -0.002 -0.003 0.002
Si -1.357 6.807 10.881 -0.007 0.009 -0.006
Si 12.24 9.517 10.882 0 0.003 0.003
Si -1.363 12.235 10.88 0.002 0.004 -0.003
Si 2.72 0 12.23 0.004 0.011 -0.001
Si 5.43 2.727 12.227 0.013 0.002 -0.003
Si 2.713 5.44 12.235 0 -0.009 -0.002
Si 5.441 8.154 12.23 0.001 0.007 -0.003
Si 2.726 10.876 12.245 0.011 0.006 0.009
Si 5.443 -2.735 12.245 -0.01 -0.006 0.01
Si 8.146 -0.006 12.229 -0.01 -0.018 0.002
Si 10.875 2.723 12.243 0 -0.002 0.005
Si 8.167 5.443 12.236 0.01 0.016 -0.003
Si 10.879 8.169 12.252 0.009 -0.008 0
Si 8.165 10.873 12.237 -0.009 0.005 -0.001
Si 10.882 -2.724 12.226 0 0.015 -0.004
Si 13.601 0.01 12.227 0.015 0.011 -0.001
Si -0.006 2.725 12.232 -0.004 -0.012 -0.004
Si 13.599 5.461 12.249 0.009 -0.005 0.003
Si 0.004 8.155 12.254 -0.01 -0.007 0.006
Si 13.603 10.873 12.241 -0.013 -0.001 -0.006
Si -0.01 -2.722 12.24 -0.008 0.003 0.005
Si 1.355 1.359 13.579 -0.008 0.002 0
Si 4.066 4.077 13.592 0.003 0.001 0.001
Si 1.36 6.786 13.615 0.011 -0.001 -0.001
Si 4.09 9.508 13.595 -0.003 0 0.003
Si 1.355 12.24 13.594 0.002 -0.002 -0.004
Si 4.069 -1.373 13.588 0.001 0.005 0.002
Si 6.78 1.361 13.579 -0.007 0.008 0.002
Si 9.522 4.087 13.603 -0.003 -0.005 0.004
Si 6.806 6.804 13.587 0.001 -0.02 0.002
Si 9.518 9.526 13.614 0.004 0.003 0.003
Si 6.809 12.222 13.602 0.005 0.001 0.004
Si 9.516 -1.369 13.575 0.002 -0.004 0.005
Si 12.247 1.364 13.592 0.008 -0.012 -0.001
Si -1.358 4.092 13.592 -0.007 -0.004 0.004
Si 12.24 6.82 13.616 -0.01 0.012 0.007
Si -1.359 9.519 13.611 -0.002 0.005 0.001
Si 12.241 12.238 13.588 0.014 0.007 -0.001
Si -1.365 -1.346 13.589 -0.017 0.001 -0.003
Si 0.009 0.001 14.948 0.021 0.007 0.007
Si 2.694 2.717 14.947 -0.007 0.007 -0.003
Si 0.004 5.417 14.981 -0.015 -0.013 0.007
Si 2.731 8.154 14.955 0.004 0.002 0.003
Si 0.01 10.881 14.962 0.009 0.002 0.007
Si 2.699 -2.716 14.959 -0.009 0 0.007
Si 5.416 -0.001 14.936 -0.001 -0.009 0.006
Si 8.145 2.714 14.934 -0.006 0.01 0.002
Si 5.444 5.438 14.928 0 0.005 -0.009
Si 8.15 8.16 14.967 0.004 0.007 0.004
Si 5.453 10.855 14.964 0.009 -0.007 0.005
Si 8.182 -2.738 14.947 0.018 0.013 0
Si 10.877 -0.009 14.926 0.003 -0.007 -0.005
Si -2.721 2.741 14.948 -0.005 0.002 0
Si 10.88 5.454 14.969 -0.007 -0.011 0.006
Si -2.72 8.177 14.988 -0.003 0.005 0.006
Si 10.887 10.891 14.964 0.004 -0.002 -0.001
Si -2.731 -2.703 14.935 0 0.004 -0.005
O -2.773 6.084 28.949 -0.013 0.144 -0.487
O -1.462 1.407 20.83 0.16 -0.058 0.354
O -0.091 6.047 21.663 0.391 0.004 0.321
O 1.305 6.621 28.486 -0.325 -0.127 0.09
O 9.974 -6.528 28.103 -0.089 0.413 -0.366
O -0.376 -0.626 21.959 0.54 0.104 0.554
O 2.232 8.535 24.282 -0.176 0.198 -0.259
O -3.321 3.072 21.616 -0.235 -0.356 0.323
O 8.856 0.335 23.518 -0.526 0.143 0.291
O 5.107 0.555 21.567 0.211 0.174 0.246
O 9.506 6.751 20.777 0.015 0.049 0.254
O 12.106 -1.222 20.785 -0.134 -0.171 0.118
O 9.105 -0.099 28.172 -0.062 0.652 0.05
O 4.099 -4.121 20.729 0.092 -0.071 0.574
O 6.012 10.723 21.657 0.32 -0.198 -0.046
O -3.769 4.52 23.838 -0.178 0.453 0.386
O 10.801 3.267 28.965 0.053 0.065 -0.232
O 8.368 -3.304 21.648 0.009 -0.641 -0.021
O -2.64 -0.16 23.293 -0.278 0.104 -0.392
O 2.476 -2.442 24.274 -0.107 0.178 0.273
O 1.444 2.492 27.89 -0.333 -0.079 -0.275
O -0.336 -5.049 21.707 -0.171 0.339 0.265
O 9.613 9.309 23.078 0.397 -0.425 -0.002
O 11.004 3.555 25.674 0.021 -0.062 0.301
O -1.349 6.943 23.779 -0.117 -0.547 0.359
O 7.312 0.647 26.178 -0.257 -0.242 -0.427
O 2.828 0.56 28.854 0.09 -0.103 -0.448
O 7.283 2.409 27.984 0.282 0.095 -0.02
O 12.321 9.48 20.761 0.097 -0.055 0.249
O 11.3 -0.145 24.385 0.036 0.068 0.087
O -3.523 2.017 24.42 -0.069 -0.11 -0.323
O 9.063 5.049 28.136 -0.07 -0.205 -0.488
O 10.75 -5.038 21.74 -0.26 0.341 -0.045
O 7.631 8.268 21.729 -0.433 0.189 0.043
O -3.577 -5.468 26.386 -0.244 -0.1 0.044
O -1.957 7.99 21.482 0.021 0.508 0.259
O -1.981 -0.589 28.222 -0.013 -0.284 -0.295
O 11.179 4.974 21.647 -0.432 0.101 0.434
O 5.415 -4.56 24.054 -0.232 -0.12 0.358
O -1.231 -4.548 24.159 -0.47 -0.255 0.074
O 5.382 8.73 29.022 -0.101 -0.098 -0.679
O 7.221 -1.627 27.356 0.126 -0.425 0.324
O 1.418 4.061 20.865 0.038 0.059 0.418
O 8.369 2.935 25.622 0.07 0.196 0.231
O -1.005 4.302 28.079 0.423 -0.084 -0.019
O -0.109 8.821 29.036 0.087 -0.043 -0.485
O 3.055 2.203 21.759 0.069 -0.005 0.337
O -3.887 1.317 28.122 -0.343 -0.262 -0.531
O 2.575 -2.308 21.689 -0.454 0.023 0.054
O 6.801 -1.327 20.811 0.142 -0.087 0.604
O 9.345 -4.55 23.833 -0.252 -0.179 0.561
O 4.835 -2.13 23.223 0.366 0.321 -0.472
O 11.784 -5.87 24.001 0.316 0.054 -0.156
O 1.55 -4.332 28.233 -0.199 -0.142 -0.193
O -0.398 9.409 23.554 0.101 -0.143 -0.459
O 8.067 -4.87 28.906 0.007 0.165 -0.317
O -3.668 -3.768 28.296 -0.123 0.111 -0.363
O 4.344 6.918 23.869 0.166 -0.097 0.343
O 7.329 -2.782 24.007 0.066 0.434 0.332
O 11.22 8.816 25.913 -0.209 -0.048 -0.526
O 4.864 5.426 21.795 -0.529 0.157 0.105
O 1.93 4.844 26.662 -0.255 0.071 -0.53
O -1.465 1.794 27.319 0.52 -0.211 0.075
O 4.435 9.48 23.333 -0.152 0.241 0.258
O -2.6 5.551 21.812 -0.098 -0.011 -0.407
O 0.519 -3.331 25.724 0.194 0.051 0.682
O 9.363 7.448 27.135 0.074 -0.105 -0.46
O 2.631 7.349 26.47 0.278 -0.071 -0.198
O 4.582 1.764 23.837 0.318 -0.137 0.194
O -4.574 7.836 28.228 0.065 -0.038 -0.359
O 0.04 8.038 25.699 -0.171 -0.242 0.515
O 10.578 0.807 21.59 0.301 0.127 0.138
O 1.347 -4.835 23.763 0.286 -0.017 -0.113
O 8.281 2.068 21.598 -0.166 -0.266 0.167
O 6.61 5.462 23.715 0.25 -0.138 -0.284
O 10.855 -1.993 28.997 0.031 0.099 -0.336
O -1.646 -5.482 28.144 0.149 -0.069 -0.352
O 3.764 5.657 28.294 0.271 0.359 -0.254
O 3.731 -5.778 28.104 0.429 0.296 -0.338
O 8.27 7.426 24.182 0.247 -0.017 0.273
O 7.047 9.71 23.814 0.013 0.159 0.519
O -2.608 3.81 26.078 -0.079 0.245 -0.053
O 2.887 -4.396 25.965 0.481 0.193 -0.1
O 5.659 2.768 25.921 -0.081 0.245 0.137
O 4.307 4.344 24.225 -0.322 0.056 0.131
O -2.96 0.029 25.963 -0.069 -0.422 0.059
O 10.013 2.645 23.474 0.319 0.27 -0.146
O 5.863 -3.517 28.237 -0.486 -0.204 -0.006
O 3.001 7.849 21.83 -0.148 -0.434 -0.098
O 3.048 -0.163 23.031 -0.473 0.083 0.286
O 7.56 5.815 26.124 -0.59 -0.36 0.139
O -0.058 -2.253 28.956 -0.042 0.09 -0.38
O 4.626 -1.201 27.949 0.072 0.023 -0.568
O -2.285 -2.449 21.904 -0.134 -0.592 0.199
O 1.338 9.524 20.757 -0.129 0.024 0.219
O -1.09 -1.956 24.224 0.167 0.308 0.284
O 6.781 3.991 20.769 -0.024 0.021 0.273
O 2.897 2.673 25.675 0.009 -0.228 -0.17
O 7.128 6.842 28.416 -0.329 -0.307 -0.105
O 9.258 -1.047 25.758 0.275 -0.493 0.004
O 5.353 -2.544 25.768 -0.261 0.098 0.018
O 5.319 3.61 29.045 -0.057 -0.05 -0.287
O 1.653 -6.533 26.662 -0.409 -0.143 -0.069
O -2.537 8.881 25.048 -0.146 -0.131 0.213
O -1.964 -3.404 26.402 -0.018 0.43 -0.045
O 0.099 3.264 25.87 -0.1 -0.128 -0.526
O 9.831 -2.072 23.421 0.358 -0.18 -0.118
O 9.186 4.979 24.26 0.29 0.349 -0.326

Results
total energy: -82022.222 eV
total energy less fixed offsets of O -438.35, Si -107.03 eV per atom: -2.702 eV
